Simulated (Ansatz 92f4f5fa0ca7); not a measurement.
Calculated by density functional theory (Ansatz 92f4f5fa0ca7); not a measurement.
Periodic cell of 430 atoms, Si266O164, from a study of silicon, its oxide and their interface. The atomic structure is a simulated model.
Doubt: the cutoff is far below the 930 eV that the study's wrapper takes by default for these files, so forces and energies are approximate.

Settings: functional PBE; potential files Ansatz PAW; basis plane waves; wave-function cutoff 580 eV; density cutoff ratio 5; exchange-correlation grid ratio 1; k mesh 1 x 1 x 1, Gamma-centred; self-consistency stop 5e-08 eV per atom in the density residual; occupations fixed; spin none; net charge 0.

Cell vectors (angstrom)
a	15.4687	0	0
b	0	12.8259	0
c	0	0	37.7946

Atoms and the computed forces on them: element, x, y, z (angstrom), force x, y, z (eV/angstrom)
Si	-0.0391	1.1697	35.1269	0.0399	-0.0634	-0.027
Si	3.866	1.1625	35.1225	-0.0001	0.0098	-0.0614
Si	7.7466	1.1781	35.0945	-0.0472	-0.0423	-0.0814
Si	11.5944	1.1708	35.1274	-0.0124	-0.0194	-0.0473
Si	1.9318	7.5693	35.1328	0.0222	0.0496	-0.0275
Si	5.8214	7.5801	35.1074	-0.0026	-0.0555	-0.0641
Si	9.6999	7.5778	35.1266	-0.0257	0.0286	0.0087
Si	13.5203	7.583	35.1094	0.0254	-0.0971	-0.0178
Si	1.9336	5.247	35.5277	-0.0343	-0.068	-0.0459
Si	5.8008	5.247	35.5277	-0.0676	-0.0258	-0.2563
Si	9.6679	5.247	35.5277	0.2374	-0.0524	-0.5454
Si	13.5351	5.247	35.5277	-0.0908	0.174	-0.1005
Si	0	11.6599	35.5277	0.1808	0.0529	0.3908
Si	3.8672	11.6599	35.5277	0.0032	-0.0582	0.1743
Si	7.7343	11.6599	35.5277	0.0734	0.0902	-0.0502
Si	11.6015	11.6599	35.5277	-0.1421	0.0652	0.3012
Si	0	4.664	36.7644	0.0346	-0.0156	-0.0289
Si	3.8672	4.664	36.7644	-0.0068	-0.0349	-0.053
Si	7.7343	4.664	36.7644	-0.0465	-0.1237	-0.1303
Si	11.6015	4.664	36.7644	0.0041	-0.0759	-0.0739
Si	1.9336	11.0769	36.7644	-0.0573	0.0957	0.0746
Si	5.8008	11.0769	36.7644	-0.018	0.0314	-0.0049
Si	9.6679	11.0769	36.7644	0.0307	0.0405	0.0289
Si	13.5351	11.0769	36.7644	0.0219	-0.0173	-0.0129
Si	0	2.332	37.1767	-0.1055	0.0184	0.1018
Si	3.8672	2.332	37.1767	0.0694	-0.0042	0.0521
Si	7.7343	2.332	37.1767	0.0118	-0.0364	-0.0813
Si	11.6015	2.332	37.1767	-0.0413	0.0309	0.1152
Si	1.9336	8.745	37.1767	-0.0369	-0.0009	0.0586
Si	5.8008	8.745	37.1767	0.0323	0.0022	-0.0388
Si	9.6679	8.745	37.1767	0.1185	0.0316	0.0853
Si	13.5351	8.745	37.1767	-0.0553	0.027	-0.0163
Si	1.9336	1.749	0.6188	0.0305	-0.05	-0.0176
Si	5.8008	1.749	0.6188	-0.0259	0.0104	-0.0164
Si	9.6679	1.749	0.6188	0.0021	0.0002	-0.0057
Si	13.5351	1.749	0.6188	0.0152	0.0143	0.0182
Si	0	8.162	0.6188	0.0472	0.018	-0.0242
Si	3.8672	8.162	0.6188	-0.0574	0.0023	-0.0298
Si	7.7343	8.162	0.6188	-0.0211	-0.0116	-0.0341
Si	11.6015	8.162	0.6188	0.0077	0.0317	0.0133
Si	0	5.83	1.031	-0.0221	0.0027	-0.0013
Si	3.8672	5.83	1.031	-0.002	0.0029	-0.0015
Si	7.7343	5.83	1.031	0.0362	0.0592	0.0276
Si	11.6015	5.83	1.031	-0.0082	0.0214	0.0218
Si	1.9336	12.2429	1.031	0.0652	-0.0141	0.0363
Si	5.8008	12.2429	1.031	0.0205	0.0042	0.011
Si	9.6679	12.2429	1.031	-0.0441	-0.0178	0.0093
Si	13.5351	12.2429	1.031	-0.0057	0.0058	0.0082
Si	1.9336	5.247	2.2678	0.0194	-0.0418	-0.0431
Si	5.8008	5.247	2.2678	-0.0907	-0.0288	0.0194
Si	9.6679	5.247	2.2678	-0.0083	-0.0511	-0.1511
Si	13.5351	5.247	2.2678	0.0886	-0.0061	-0.0913
Si	0	11.6599	2.2678	-0.0599	0.0277	0.1016
Si	3.8672	11.6599	2.2678	-0.0341	-0.0135	-0.0232
Si	7.7343	11.6599	2.2678	0.0087	-0.0363	-0.1393
Si	11.6015	11.6599	2.2678	0.0332	0.0024	-0.0228
Si	1.9336	2.915	2.68	-0.0354	0.1293	0.092
Si	5.8008	2.915	2.68	0.0122	-0.0346	-0.0401
Si	9.6679	2.915	2.68	0.0036	0.0075	0.0252
Si	13.5351	2.915	2.68	-0.0095	-0.0036	0.0282
Si	0	9.328	2.68	-0.0602	-0.0596	-0.0403
Si	3.8672	9.328	2.68	0.0624	-0.0197	-0.0164
Si	7.7343	9.328	2.68	0.0188	0.0151	0.021
Si	11.6015	9.328	2.68	0.0005	-0.0083	0.0298
Si	0.1937	-0.2034	28.8089	0.0343	0.9912	-0.3152
Si	3.8147	-2.436	28.8505	-0.1822	0.0169	-0.4409
Si	1.4721	2.9097	25.5026	0.0134	-0.1458	-0.2833
Si	13.0108	-0.7633	27.4818	-0.1318	-0.1933	0.1851
Si	1.564	6.7065	28.3466	0.0448	0.1496	0.3295
Si	5.8278	6.5178	28.8432	0.0449	0.0654	0.2433
Si	8.0061	4.6307	25.5135	-0.0148	-0.0107	-0.1907
Si	13.8643	6.958	28.2494	-0.2482	0.4135	0.5666
Si	1.7472	3.7366	28.607	-0.212	-0.2009	-0.1309
Si	5.5086	3.4936	28.9631	-0.3615	0.0089	-0.4391
Si	8.6294	5.7297	28.1282	-0.1068	0.26	-0.1557
Si	11.614	1.7033	28.1564	-0.2736	-0.3337	0.2013
Si	0.0405	10.423	29.2577	0.0044	-0.684	-0.2532
Si	3.2841	12.6508	28.554	-0.0766	0.4604	-0.0479
Si	8.1296	11.3837	28.7477	-0.2454	0.3285	-0.5431
Si	11.9887	11.3361	29.4646	-0.167	0.0321	0.0126
Si	-0.1944	3.5888	30.0335	-0.0978	0.1195	-0.112
Si	3.55	3.1833	30.114	-0.0959	0.0872	0.174
Si	7.5493	3.4535	30.0827	0.0519	0.3071	-0.3177
Si	13.0684	4.1886	29.1946	0.2466	-0.3615	0.0857
Si	2.016	9.7845	30.2337	-0.1038	-0.0132	0.3477
Si	5.6964	9.8834	30.1675	0.2173	0.3227	0.0377
Si	9.8593	10.4938	29.9514	0.5585	-0.1896	0.0516
Si	13.6134	10.0263	30.476	-0.207	-0.0636	0.2662
Si	-0.093	1.2803	30.6347	0.198	-0.2542	-0.1826
Si	3.7247	0.9506	30.6445	0.0852	-0.1779	-0.0577
Si	7.7889	1.1384	30.5265	-0.0054	-0.4105	-0.2161
Si	11.5853	0.6792	30.3844	0.0253	-0.0729	-0.0836
Si	1.92	7.4889	30.5707	0.1667	0.0762	-0.0381
Si	5.8927	7.6059	30.8604	-0.1106	-0.1882	-0.0657
Si	9.7734	7.3871	30.3505	-0.2785	-0.406	-0.1297
Si	13.554	7.7036	30.5231	0.111	-0.0206	-0.1068
Si	1.8074	0.5645	31.9196	0.0743	-0.0547	-0.0712
Si	5.8092	0.5868	31.7747	-0.2615	0.0296	0.0427
Si	9.6643	0.6106	31.8152	0.2909	-0.0661	-0.0255
Si	13.4781	0.6367	31.8283	-0.0566	0.0569	0.1282
Si	-0.0218	7.0073	31.802	-0.0249	-0.0332	0.0412
Si	3.8653	6.9231	31.8206	-0.1866	-0.0383	0.1205
Si	7.8734	6.9707	31.8468	0.2157	0.0219	-0.0597
Si	11.653	7.004	31.7339	-0.019	0.3849	-0.0481
Si	-0.0055	4.6556	32.1689	0.0988	0.1738	-0.0428
Si	3.8091	4.5645	32.1405	0.0323	-0.0873	-0.0596
Si	7.7176	4.6143	32.161	0.1038	-0.041	0.236
Si	11.7217	4.7082	32.0774	-0.0064	-0.1084	-0.3846
Si	1.9305	11.0513	32.2726	-0.1175	-0.0556	-0.1
Si	5.7853	11.0845	32.2296	0.1031	-0.0601	-0.1357
Si	9.6589	11.1292	32.2332	0.0718	-0.0546	0.0498
Si	13.574	11.1818	32.457	0.1232	-0.0316	-0.0263
Si	1.9069	4.0771	33.4587	0.0579	0.0327	-0.0974
Si	5.7767	4.0707	33.4301	-0.0466	-0.1472	-0.0335
Si	9.732	4.0995	33.345	-0.1072	-0.0352	0.0406
Si	13.5451	4.108	33.4421	0.0534	-0.1155	0.0584
Si	0.0374	10.4562	33.5382	0.024	-0.056	0.0697
Si	3.8759	10.4748	33.4932	-0.0736	0.0253	-0.1775
Si	7.7327	10.4952	33.4593	-0.0079	-0.0782	-0.168
Si	11.5757	10.5156	33.4957	-0.0023	-0.0717	-0.1517
Si	1.9062	1.7576	33.9412	0.0084	-0.0413	-0.0865
Si	5.7901	1.7367	33.8605	0.0971	0.1196	-0.0402
Si	9.6981	1.7847	33.8612	-0.0466	0.0716	-0.0422
Si	13.4991	1.7906	33.8933	0.0247	0.0402	-0.1457
Si	0.0006	8.1279	33.8932	-0.0816	0.031	-0.0298
Si	3.8596	8.1235	33.8841	-0.0992	-0.079	-0.0823
Si	7.789	8.167	33.8946	0.0828	-0.1674	-0.0156
Si	11.5992	8.1682	33.8345	0.0129	-0.0363	-0.0227
Si	0	2.332	3.9167	0.0504	0.141	0.2128
Si	3.8672	2.332	3.9167	0.1853	-0.0059	0.1975
Si	7.7343	2.332	3.9167	-0.1476	-0.1276	-0.2114
Si	11.6015	2.332	3.9167	-0.0659	-0.0126	-0.1254
Si	1.9336	8.745	3.9167	-0.036	-0.0872	0.124
Si	5.8008	8.745	3.9167	-0.184	-0.1161	-0.1747
Si	9.6679	8.745	3.9167	-0.0418	-0.0242	-0.2574
Si	13.5351	8.745	3.9167	0.2236	0.1404	-0.118
Si	1.9427	6.4007	4.3315	-0.0078	0.0354	0.0343
Si	5.7859	6.4079	4.3384	0.0295	0.1031	0.0266
Si	9.6649	6.415	4.3075	-0.0087	0.0456	0.0252
Si	13.5585	6.4168	4.3162	0.0121	-0.0071	0.0308
Si	-0.0077	12.8356	4.3445	-0.0094	0.046	0.0715
Si	3.8612	12.8294	4.3218	0.0218	0.0555	0.0464
Si	7.735	12.8241	4.309	0.0089	0.0048	0.0565
Si	11.5978	12.8271	4.3271	-0.0017	-0.0224	0.0751
Si	0.014	5.837	5.577	0.0059	0.018	0.0551
Si	3.8586	5.8062	5.5976	-0.0075	-0.1801	0.1535
Si	7.7373	5.8078	5.5313	-0.0967	0.0075	0.0597
Si	11.6116	5.8468	5.5041	-0.0233	-0.0167	-0.002
Si	1.9365	12.2388	5.5726	0.0118	-0.1408	-0.0745
Si	5.802	12.2502	5.539	-0.0559	-0.0843	0.0343
Si	9.6573	12.2307	5.5475	-0.045	0.0532	-0.0355
Si	13.5189	12.3134	5.6163	0.0724	-0.0782	0.0027
Si	0.0063	3.4946	6.0231	0.0273	-0.0258	0.1021
Si	3.9471	3.4657	6.0286	-0.0804	0.0871	0.0311
Si	7.7034	3.4822	5.9559	0.0411	0.1032	0.0134
Si	11.5878	3.5253	5.948	0.0626	0.0537	0.0504
Si	1.9252	9.8986	6.0021	-0.0192	0.077	0.0904
Si	5.7138	9.9105	5.9498	0.0574	0.0033	0.0968
Si	9.6435	9.9104	5.9433	0.0365	0.0417	0.0978
Si	13.6233	9.9744	5.9329	-0.0732	0.0302	0.0179
Si	1.9985	2.8875	7.2344	-0.0911	0.1603	-0.1429
Si	5.8904	2.8899	7.3506	0.0055	-0.0119	0.2366
Si	9.6372	2.8762	7.1078	-0.0566	0.0527	0.1716
Si	13.4662	2.9541	7.2416	0.009	0.2838	0.2477
Si	0.0114	9.4008	7.3107	0.0439	0.0868	0.0795
Si	3.8236	9.2168	7.2491	0.0762	-0.0806	0.1142
Si	7.6547	9.3165	7.1095	-0.0295	-0.0201	0.0235
Si	11.6721	9.44	7.0685	0.0119	-0.0566	0.051
Si	0.0526	7.0057	7.6528	0.2163	0.0694	-0.0786
Si	3.8067	6.8883	7.7253	-0.0545	-0.0239	0.0218
Si	7.7165	6.9964	7.5643	-0.0532	-0.0273	0.0576
Si	11.6649	7.1264	7.4646	-0.0495	0.1837	-0.1615
Si	1.9241	13.4008	7.6278	0.2087	0.0442	-0.1005
Si	5.8565	13.356	7.6265	0.0641	0.0598	-0.1411
Si	9.6298	13.4149	7.5918	-0.0051	-0.2794	-0.0701
Si	13.3935	13.4813	7.7247	-0.186	-0.0797	-0.0567
Si	1.8636	6.273	9.0568	0.0819	0.0113	0.1191
Si	5.8103	6.2852	8.8513	0.0391	0.1862	-0.0724
Si	9.7499	6.9035	8.7621	-0.0279	0.314	0.0931
Si	13.5398	6.526	8.7465	-0.2281	0.0729	0.0355
Si	-0.0635	13.0464	8.8282	-0.1218	0.3483	0.5185
Si	3.9108	12.6299	8.6978	0.0216	-0.0114	0.4431
Si	7.7234	10.3738	9.1992	0.3651	-0.0278	-0.0688
Si	11.4042	12.9103	9.0258	0.1228	-0.0162	0.1345
Si	2.0297	3.839	9.3906	0.0784	0.0745	0.0743
Si	6.0138	4.0792	9.522	-0.0762	-0.2726	-0.2049
Si	7.6726	4.0151	11.3125	-0.1688	-0.0496	0.0212
Si	13.2326	4.284	9.2654	0.0579	-0.5506	0.1038
Si	-0.0963	10.7608	9.3602	0.0796	-0.3357	-0.2242
Si	3.8284	10.4056	9.3006	-0.0312	0.0493	-0.5455
Si	7.778	12.7734	8.9014	-0.1987	-0.1323	0.0694
Si	11.5637	10.4492	9.1884	-0.0883	0.0998	-0.0004
Si	0.222	2.8401	10.5655	-0.024	0.1137	0.1345
Si	4.103	3.4153	10.7513	-0.1186	0.2998	0.2907
Si	10.8738	0.8309	11.3834	0.3011	-0.3869	-0.3264
Si	10.0902	4.7183	9.6224	0.0858	0.2335	0.2487
Si	1.8631	10.4066	10.5898	-0.2366	0.1809	0.3831
Si	5.7966	9.7983	10.4151	0.1808	-0.0494	0.4164
Si	9.9721	8.8666	12.1743	-0.0639	0.1485	-0.4619
Si	13.4779	9.9862	10.5653	-0.0889	-0.1888	0.063
Si	1.3947	2.3873	13.5089	0.0289	-0.1334	0.4638
Si	2.4049	-0.643	13.2017	-0.0362	0.0855	0.2464
Si	7.8056	0.814	11.1304	-0.1507	-0.4227	-0.5104
Si	12.3871	-1.7852	12.3587	-0.0485	-0.1437	0.1953
Si	1.2872	7.3765	11.1605	0.1464	-0.1822	-0.1595
Si	5.7463	7.5345	10.8076	0.03	-0.0167	0.171
Si	9.6948	9.1084	9.8816	-0.1549	-0.1627	-0.1032
Si	13.638	7.5752	10.8329	0.0688	0.0785	0.2944
O	9.3016	13.1244	11.6516	0.2863	0.2859	0.2363
O	4.0136	12.5207	12.9681	0.2089	0.0682	-0.1904
O	0.3454	3.4335	19.972	0.034	-0.0138	-0.0097
O	14.5136	-0.0521	27.5988	-0.1802	-0.1218	0.1752
O	-0.0062	14.0711	10.186	0.0599	-0.1159	-0.3388
O	10.2646	7.3388	12.7156	0.0069	-0.0632	0.0624
O	7.3213	6.7397	28.1832	-0.0892	-0.0593	-0.1412
O	2.2568	5.2403	28.1926	-0.1006	0.0622	-0.01
O	10.0754	-1.1989	14.9458	0.0846	-0.0024	-0.115
O	1.993	11.1961	14.4466	0.03	0.0178	-0.1054
O	9.1357	4.6657	10.9624	0.1632	-0.1467	0.056
O	11.1361	9.9864	12.3799	-0.0608	-0.188	0.1385
O	11.931	12.5386	11.9327	-0.1539	0.3456	0.089
O	9.4644	3.567	8.6297	0.1193	0.2167	-0.0916
O	12.6649	6.8139	11.922	0.0679	0.0111	-0.1684
O	3.9112	4.5178	11.9732	0.0482	-0.0804	-0.2857
O	6.1389	9.9978	12.096	0.0239	0.2398	-0.1447
O	6.4092	13.0554	11.8305	0.1601	0.0335	0.1149
O	1.8564	11.5034	11.8285	-0.0524	-0.1478	-0.3348
O	15.7577	2.6012	14.6705	0.0127	-0.0038	-0.134
O	11.2628	2.2394	12.1759	-0.2907	-0.1725	-0.1999
O	11.4205	13.5656	16.6243	-0.0268	-0.0449	0.0094
O	1.7315	8.94	11.3039	0.0077	-0.0733	-0.1868
O	1.6984	13.6226	13.4482	-0.0423	0.0284	-0.1213
O	15.4323	6.5436	28.0593	0.137	0.0159	-0.1811
O	4.0554	0.4794	27.2703	-0.106	-0.0998	0.094
O	9.0378	0.6343	25.6957	0.0155	-0.0785	0.0522
O	4.5558	7.4698	28.4443	-0.0337	0.0795	-0.2199
O	7.4803	11.6893	24.526	-0.0245	0.0144	0.1116
O	1.4805	3.009	27.1289	0.0985	-0.0201	0.4265
O	13.4541	8.0369	27.0502	-0.0176	-0.1011	-0.073
O	3.8961	9.6877	27.2944	-0.0213	0.1181	0.286
O	6.4787	5.2688	25.4856	0.0147	0.0294	0.1294
O	8.1529	3.0954	26.0889	-0.0233	0.0284	0.1194
O	5.6417	2.55	27.6155	0.0591	0.043	0.2302
O	10.5522	2.6034	24.9076	-0.0654	-0.0041	0.1241
O	-0.1799	-3.0677	27.7246	0.2483	-0.0235	0.0892
O	2.2336	7.6345	27.1716	0.0718	0.1102	-0.0804
O	-2.3749	10.7278	26.5049	0.0257	0.1305	-0.0501
O	15.4856	3.3152	24.8551	0.0023	0.0464	0.0948
Si	9.4098	11.1289	18.3115	-0.0191	-0.0483	-0.1065
Si	10.7983	-0.5008	22.4116	0.0222	0.0609	0.1041
Si	6.7468	4.4381	14.3381	-0.2318	-0.015	0.3862
Si	7.8393	3.5234	22.8135	-0.0236	0.0044	0.0709
Si	13.153	5.9074	19.4272	0.0712	-0.0318	-0.1784
Si	11.5975	2.0376	23.7901	0.0641	-0.0141	-0.0033
Si	6.5859	7.4415	15.5445	-0.1284	-0.1025	0.0188
Si	5.4122	7.2418	20.3766	0.0038	0.0667	0.0036
Si	14.7812	8.5044	16.704	0.0946	-0.0619	-0.0897
Si	1.3978	-0.3496	18.3328	0.0324	-0.0993	-0.0999
Si	5.4305	9.7841	18.8356	0.0177	0.0227	-0.119
Si	11.7916	7.9453	15.6407	0.0062	0.0336	0.0583
Si	7.8613	-0.4556	25.9516	-0.0666	0.2922	-0.0686
Si	7.99	11.1984	23.0623	0.069	-0.0444	-0.0669
Si	11.5389	10.8645	15.0718	0.0128	-0.001	0.1176
Si	14.166	9.4627	26.576	0.0136	0.2022	0.1782
Si	14.9346	5.5276	16.9105	-0.0584	-0.0022	-0.1724
Si	1.5883	8.8277	21.7288	-0.0761	0.0396	0.1032
Si	-1.096	3.3311	20.7041	0.0504	-0.0478	0.1279
Si	6.942	8.1708	22.7627	0.0402	-0.0275	0.1017
Si	13.4599	10.9552	21.4741	0.0517	0.035	0.0585
Si	3.2898	1.8979	19.0999	0.0015	-0.1966	0.0712
Si	3.4384	4.4855	23.5924	0.1388	-0.0966	-0.0273
Si	7.8048	5.9056	21.19	-0.0093	-0.1033	0.1196
Si	-0.8788	2.5853	23.6983	0.0109	-0.1833	0.0271
Si	14.3042	3.2462	14.9135	0.1357	-0.108	0.0732
Si	9.2357	8.0712	17.3411	-0.1093	0.0243	-0.0594
Si	3.8135	8.0654	27.1259	0.1019	-0.2411	-0.1729
Si	5.308	1.2895	26.65	-0.0143	0.0782	0.0983
Si	-3.5095	12.3272	17.5545	-0.0774	0.1164	-0.1032
Si	11.5669	6.3928	13.0485	0.0493	0.267	0.1861
Si	3.0813	10.8589	20.0933	-0.0379	0.0286	-0.038
Si	8.7025	12.2159	15.6103	-0.0695	-0.0108	0.1827
Si	-0.0093	10.3145	23.8964	0.1007	0.1928	-0.1048
Si	3.4568	7.0663	13.101	0.2871	0.0397	0.1935
Si	8.0763	2.2217	16.16	0.0009	-0.0602	-0.0265
Si	21.4393	13.6749	18.0258	0.0926	-0.1632	-0.2227
Si	5.2598	14.887	23.6212	0.0673	0.1179	-0.0682
Si	4.0809	9.0096	15.4141	0.0526	-0.0639	0.03
Si	11.9473	2.2216	16.2038	0.2011	-0.0309	0.0089
Si	14.4983	8.6754	19.8276	0.0495	0.0877	-0.0556
Si	1.1039	0.3649	23.9182	-0.0531	0.0164	-0.0205
Si	-1.2695	0.4707	19.5881	-0.0093	-0.0662	-0.0008
Si	5.4952	6.4706	24.9033	0.1212	-0.1431	-0.236
Si	9.4914	2.1434	26.0721	-0.038	-0.0414	-0.2558
Si	5.9948	11.15	16.2303	-0.0333	0.0247	-0.0628
Si	1.5329	10.4635	15.8477	0.0689	-0.082	0.0526
Si	10.2658	3.3066	18.2005	0.0406	-0.0017	-0.0765
Si	4.7858	13.3337	11.7598	-0.2538	0.0746	-0.1333
Si	7.1559	8.8892	12.7813	-0.273	-0.1322	-0.0004
Si	11.7567	3.2672	13.3607	0.3148	-0.0826	0.4846
Si	3.8875	4.2846	13.5981	0.022	-0.2114	0.2698
Si	7.1951	11.717	20.2427	0.0542	0.0098	-0.0227
Si	1.3685	4.2822	19.0438	-0.0946	0.0457	-0.0484
Si	10.0117	6.0311	19.2967	-0.0977	-0.0328	-0.13
Si	3.4913	13.3027	21.7915	-0.0364	0.0381	0.1272
Si	2.6205	6.0214	21.1794	0.0505	-0.0377	0.1632
Si	10.2305	2.1699	21.2386	-0.0361	0.0907	0.0703
O	14.4825	4.7318	15.5613	-0.0423	0.0695	0.0411
O	11.378	2.7089	22.2935	-0.0519	-0.0278	-0.0474
O	14.8298	8.9942	18.262	-0.0182	0.0118	0.0732
O	13.3995	3.3259	13.542	-0.1799	0.0074	-0.1938
O	10.9024	11.6855	18.6055	0.0286	-0.0146	0.0372
O	8.6458	11.167	19.7284	-0.0089	-0.0168	0.0131
O	6.7299	12.9772	19.3106	-0.0068	0.0144	0.088
O	12.0898	6.7792	14.5491	-0.0108	-0.0739	-0.1644
O	13.6227	5.6713	17.8786	-0.0742	-0.0086	0.122
O	0.6464	11.7164	24.4611	-0.0652	-0.1042	0.0137
O	13.5589	2.2117	15.9396	-0.1348	0.0687	-0.0019
O	11.7312	3.2081	17.4866	-0.0761	0.0379	0.0335
O	4.8796	10.4455	15.2731	-0.0132	0.0057	0.02
O	4.5048	7.2286	11.85	-0.0247	-0.1186	-0.0565
O	6.5444	0.2699	26.5466	0.0799	-0.118	-0.0504
O	9.4063	9.6725	17.579	0.0285	-0.0382	0.0494
O	9.2687	2.5201	17.2104	0.0061	-0.0068	0.0294
O	14.8817	9.3949	25.1153	-0.0533	-0.1458	0.2091
O	8.8279	2.669	21.8742	0.0106	-0.0496	-0.0201
O	15.8412	8.9178	20.6806	-0.0084	-0.0324	-0.0473
O	11.5868	6.3109	19.5288	0.0244	0.0346	0.046
O	1.6558	11.4232	19.5582	-0.0032	0.0007	0.0664
O	2.1902	12.9946	22.7221	0.0157	0.0375	-0.0417
O	4.8018	13.6241	22.7088	-0.0382	-0.0628	-0.0602
O	14.2531	-0.6303	20.7775	0.0191	0.0135	0.0257
O	18.0851	0.7103	18.2031	0.0126	0.0826	-0.0107
O	13.0886	2.4208	24.293	-0.0306	-0.0198	0.0321
O	4.6276	7.3869	25.9144	-0.1608	0.2173	0.1996
O	6.2037	10.4361	20.104	-0.0224	-0.0099	0.0234
O	7.2452	4.616	12.7892	0.1795	-0.06	-0.4606
O	0.6691	4.7064	17.6365	0.1015	-0.0434	0.1153
O	4.3605	5.7709	23.9706	0.0168	0.08	0.0168
O	14.5582	3.4355	22.3177	0.0331	0.0826	-0.0898
O	7.7512	3.483	15.1908	0.0403	0.0031	-0.0795
O	9.2825	5.5005	20.6523	0.0207	0.0485	-0.0045
O	14.0142	7.1409	20.0401	-0.0118	-0.0563	0.0806
O	6.2815	10.1064	17.4784	0.025	-0.0263	0.0301
O	6.4377	7.5768	24.184	-0.0525	-0.0322	0.0231
O	5.2049	8.1991	19.0801	0.0241	-0.04	0.0204
O	14.2444	10.5899	22.851	0.0139	-0.0358	0.034
O	2.0054	7.2926	21.9722	0.0083	-0.0161	-0.0359
O	2.5649	3.9516	24.8615	-0.0472	-0.0028	0.1237
O	6.8395	2.4179	23.4689	-0.0113	-0.0526	-0.0047
O	2.6978	3.2474	13.982	-0.0217	0.0481	-0.0871
O	8.4868	13.7811	15.1976	-0.0029	0.0093	-0.0729
O	3.9547	10.4782	18.769	-0.0041	-0.0218	0.0737
O	9.2163	7.3646	18.8076	0.0497	-0.0571	0.1312
O	3.1235	1.6554	20.7171	-0.0237	0.0551	-0.0842
O	3.8901	11.9797	20.9462	0.0369	-0.0206	-0.0128
O	10.2729	13.3586	21.2438	0.0004	-0.0023	-0.0173
O	7.3159	12.0596	21.8344	-0.0403	0.013	0.0149
O	-2.0772	4.5484	20.2759	-0.0649	0.0325	0.0119
O	4.1337	6.2911	20.6523	0.0324	-0.0162	-0.0477
O	5.4669	12.529	16.9469	-0.031	0.0483	0.0557
O	-1.7176	1.8917	20.2437	-0.0033	0.0275	-0.0247
O	1.7528	5.6417	19.859	-0.0152	-0.0018	-0.0568
O	6.6923	8.3968	14.2402	0.0114	0.1388	-0.1743
O	7.0731	4.6128	21.8819	0.056	0.1105	-0.0879
O	4.4221	3.3183	23.0691	-0.0877	-0.0003	0.0118
O	3.5597	8.4429	13.9732	-0.0298	-0.0292	-0.1563
O	5.6862	8.1425	21.7209	-0.0641	-0.02	-0.06
O	7.8499	7.7303	16.541	0.106	0.0458	0.0717
O	15.6055	9.5818	15.7729	-0.0842	-0.012	0.0099
O	13.1682	0.0293	18.438	0.0157	-0.0139	-0.0012
O	12.696	11.2369	13.9674	-0.0143	0.0015	-0.1495
O	9.8021	4.8553	18.1938	-0.0019	0.0715	0.0524
O	11.1894	9.2845	14.9538	-0.0641	-0.0174	-0.0583
O	-0.0052	7.0235	16.5125	0.0118	0.0383	0.0563
O	13.2031	8.346	16.3289	-0.051	0.0107	0.0228
O	2.6734	3.3584	18.7402	0.0298	0.0438	-0.0117
O	6.6594	5.8734	15.1137	0.0549	-0.0104	-0.1239
O	6.7345	6.3419	20.0398	-0.0341	0.0249	-0.0034
O	13.3812	9.7028	20.4266	-0.0208	-0.0444	-0.0317
O	15.5989	0.5528	18.7772	-0.0218	0.0482	0.013
O	8.5472	4.4655	23.9727	-0.0389	0.0137	0.0363
O	9.6059	11.3742	22.9714	-0.0051	0.0226	-0.0021
O	5.2652	3.7321	14.2904	0.0348	0.0364	-0.1605
O	4.8446	1.8176	18.6673	-0.0185	0.0774	0.0213
O	10.5828	7.4557	16.6288	0.072	0.0181	-0.037
O	1.7572	1.3399	25.0669	0.0012	0.1011	0.1049
O	7.5809	9.635	22.9419	0.0201	0.0278	-0.0175
O	5.0838	7.8766	16.1097	0.0242	0.0477	0.0413
O	7.3246	11.3702	15.2823	0.0813	0.0395	0.0081
O	-3.1675	11.1515	16.4871	-0.0013	-0.0177	-0.0202
O	-2.4736	5.5597	28.2551	-0.0399	-0.3526	-0.0071
O	11.249	4.7931	13.0533	-0.1259	0.0015	-0.211
O	-0.2408	1.1113	23.3579	0.0233	0.0867	0.0199
O	3.7284	5.8222	14.1408	-0.0416	0.1514	-0.1643
O	4.9031	14.6428	25.1768	-0.0006	-0.0274	0.0738
O	8.7525	12.1803	17.2504	0.0024	0.0114	0.0221
O	11.4149	0.4151	23.6279	0.0193	-0.0041	0.0038
O	8.0878	7.152	22.2078	-0.0209	-0.0483	-0.0846
O	2.5276	4.8336	22.2933	-0.0489	0.0288	-0.0782
O	1.1804	9.4798	23.1596	0.0197	-0.0293	-0.0216
O	10.3674	2.6904	19.707	0.0311	-0.0277	0.0589
O	11.9321	11.3378	21.8287	-0.0203	-0.0369	-0.051
O	16.7361	11.6433	16.9446	-0.0102	0.0906	0.0526
O	2.7212	9.3906	16.2622	-0.0285	0.0379	0.0024
O	6.8291	14.7036	17.123	-0.0542	0.0487	0.0996
O	2.8666	9.5849	21.0699	0.0194	-0.0021	0.0121
O	4.4586	2.1169	11.7577	-0.0262	0.1678	-0.0857
O	-1.2296	3.647	10.4458	0.0625	0.0429	-0.2769
O	7.8273	12.9543	29.1751	-0.047	0.2495	0.2786
O	6.8724	10.3999	29.0955	-0.0785	-0.2024	0.2239
O	11.1932	2.7393	14.8319	-0.0467	0.0634	-0.2782
O	-3.4782	16.9983	30.4645	-0.0302	0.0474	0.3596
O	4.117	12.9714	10.3222	0.027	0.0184	0.0533
O	8.3729	4.3027	28.883	0.0652	-0.2518	0.0847
O	8.9441	5.5381	26.5157	0.0441	-0.0237	0.3729
O	8.6632	9.4568	12.9516	0.0517	0.0454	0.0312
O	17.4602	6.724	12.4773	-0.1487	-0.0688	0.0654
O	12.6682	2.95	28.186	0.0145	0.1412	-0.1311
O	5.3435	5.0297	28.3801	0.2034	0.1804	0.0879
O	12.0334	13.3269	27.0727	0.1825	0.2597	-0.1352
O	-0.3208	7.2171	11.392	0.2253	0.0372	-0.1168
O	7.1474	7.58	11.7498	-0.1662	-0.0954	-0.1471
O	-3.79	17.128	9.8962	-0.2944	0.0074	-0.1079
O	17.1577	12.9251	28.1485	0.1285	-0.1843	0.2865
O	0.7739	15.7454	12.1086	-0.1587	0.0502	-0.347
O	9.7047	-3.9559	29.6723	0.0257	0.1754	0.137
O	7.8224	2.3989	11.4271	0.0921	0.104	0.2105
O	10.1793	2.2255	27.5559	-0.0282	0.0467	0.1233
O	9.8309	6.4439	28.9632	0.1939	0.0928	0.4392
O	8.3532	11.3263	27.1072	-0.0113	-0.1434	0.2396

Results
free energy: -262373.234 eV
free energy less fixed offsets of O -568.88, Si -635.61 eV per atom: -4.654 eV

The program warned: the cutoff lies below the one the program advises for these potential files; the forces do not sum to zero within the program's tolerance; the exchange-correlation potential is rough where the density is thin.
